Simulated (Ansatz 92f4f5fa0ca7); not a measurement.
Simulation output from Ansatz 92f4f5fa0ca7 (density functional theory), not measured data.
Periodic cell of 237 atoms, Si147O90, from a study of silicon, its oxide and their interface. The atomic structure is a simulated model.
This geometry differs little from another in the collection (a relaxation step or a small displacement).

Settings
functional: r2SCAN
potential files: Ansatz PAW
basis: plane waves
wave-function cutoff: 800 eV
density cutoff ratio: 5
exchange-correlation grid ratio: 1
k mesh: 1 x 1 x 1, Gamma-centred
self-consistency stop: 5e-08 eV per atom in the density residual
occupations: fixed
spin: none
net charge: 0

Cell vectors (angstrom)
a  11.6015  0  0
b  0  10.938  0
c  0  0  32.0622

Atoms: element, x, y, z (angstrom)
Si  -0.1952  -0.0445  23.2631
Si  3.6628  0.2237  23.0893
Si  7.5598  -0.1228  23.44
Si  1.6844  1.406  23.3893
Si  5.7361  1.417  23.1926
Si  9.44  1.2492  23.3411
Si  0.1507  5.3256  23.4686
Si  4.1202  5.2992  23.3849
Si  8.0317  5.6052  23.5541
Si  2.1572  6.5857  23.3727
Si  5.9697  6.7698  23.4703
Si  9.9985  6.877  23.5989
Si  1.9032  2.6748  25.3674
Si  5.8241  2.6653  25.2636
Si  9.6348  2.6947  25.2579
Si  11.6012  4.0153  25.3884
Si  3.8923  3.9855  25.3165
Si  7.7447  4.0911  25.3442
Si  1.9717  8.1647  25.1932
Si  5.7746  8.1831  25.3444
Si  9.7111  8.2808  25.4187
Si  11.6342  9.5811  25.2617
Si  3.8597  9.6044  25.0769
Si  7.6883  9.5362  25.3972
Si  11.6456  -0.0018  27.2143
Si  3.8957  -0.0474  27.1471
Si  7.7524  0.0077  27.2666
Si  1.9793  1.3223  27.267
Si  5.8192  1.3398  27.2209
Si  9.6933  1.3475  27.2123
Si  11.5943  5.4785  27.2393
Si  3.846  5.4368  27.2119
Si  7.712  5.4759  27.2518
Si  1.9365  6.846  27.1919
Si  5.7582  6.8144  27.2555
Si  9.6583  6.823  27.2621
Si  1.9336  2.7345  29.1629
Si  5.8008  2.7345  29.1629
Si  9.6679  2.7345  29.1629
Si  0  4.1018  29.1629
Si  3.8672  4.1018  29.1629
Si  7.7343  4.1018  29.1629
Si  1.9336  8.2035  29.1629
Si  5.8008  8.2035  29.1629
Si  9.6679  8.2035  29.1629
Si  0  9.5708  29.1629
Si  3.8672  9.5708  29.1629
Si  7.7343  9.5708  29.1629
Si  0  0  31.0965
Si  3.8672  0  31.0965
Si  7.7343  0  31.0965
Si  1.9336  1.3673  31.0965
Si  5.8008  1.3673  31.0965
Si  9.6679  1.3673  31.0965
Si  0  5.469  31.0965
Si  3.8672  5.469  31.0965
Si  7.7343  5.469  31.0965
Si  1.9336  6.8362  31.0965
Si  5.8008  6.8362  31.0965
Si  9.6679  6.8362  31.0965
Si  1.9336  2.7345  0.9679
Si  5.8008  2.7345  0.9679
Si  9.6679  2.7345  0.9679
Si  0  4.1018  0.9679
Si  3.8672  4.1018  0.9679
Si  7.7343  4.1018  0.9679
Si  1.9336  8.2035  0.9679
Si  5.8008  8.2035  0.9679
Si  9.6679  8.2035  0.9679
Si  0  9.5708  0.9679
Si  3.8672  9.5708  0.9679
Si  7.7343  9.5708  0.9679
Si  11.6048  0.0235  2.909
Si  3.8514  0.011  2.916
Si  7.7413  0.009  2.901
Si  1.9302  1.3948  2.9215
Si  5.8111  1.3515  2.864
Si  9.6566  1.3808  2.9189
Si  11.5641  5.494  2.878
Si  3.8746  5.4846  2.906
Si  7.7381  5.5007  2.9061
Si  1.9114  6.8121  2.8771
Si  5.8089  6.8462  2.892
Si  9.658  6.8917  2.9466
Si  1.9081  2.8275  4.8268
Si  5.832  2.7253  4.7609
Si  9.5963  2.7865  4.8403
Si  11.5362  4.133  4.7941
Si  3.9113  4.0961  4.8253
Si  7.7182  4.2004  4.88
Si  1.8858  8.1395  4.8142
Si  5.8028  8.2446  4.7946
Si  9.6577  8.3082  4.8984
Si  11.6278  9.6467  4.8785
Si  3.8154  9.4757  4.7892
Si  7.7193  9.6606  4.8886
Si  11.5927  0.2209  6.7753
Si  3.7528  -0.0549  6.6438
Si  7.7012  0.0334  6.9188
Si  2.0474  1.501  6.762
Si  5.7136  1.2743  6.6285
Si  9.638  1.506  6.8388
Si  11.5178  5.4949  6.7169
Si  3.9679  5.422  6.8012
Si  7.7185  5.6576  6.8348
Si  1.965  6.6462  6.6758
Si  5.7971  6.9702  6.7605
Si  9.7386  7.0326  6.9104
O  9.9681  7.9885  8.2709
O  7.6053  9.9253  8.2224
O  7.4017  4.7234  8.1649
O  3.3955  10.3479  8.1843
O  2.0205  7.5674  8.0295
O  4.0102  4.5428  8.2218
O  9.7865  2.4402  8.2055
O  2.6407  2.3089  8.1143
O  11.3522  4.5655  8.0674
O  5.3534  2.326  7.839
O  5.8059  7.9693  8.0881
O  11.3167  10.2832  8.1295
O  11.2754  10.0622  21.8232
O  3.2473  10.7415  21.5162
O  5.8472  7.7454  22.1402
O  4.2289  4.4514  21.9486
O  7.6696  9.7082  22.1901
O  10.3219  7.6668  22.1901
O  1.586  2.4225  22.0919
O  5.9303  2.4546  21.9014
O  8.434  4.7214  22.2201
O  -0.0796  4.4605  22.064
O  2.3523  7.3298  21.9217
O  9.1134  1.8895  21.8528
Si  1.8767  7.8021  9.5999
Si  5.0592  0.5467  17.6861
Si  2.5251  5.4321  13.9829
Si  10.5556  3.8846  14.0447
Si  8.2639  2.3963  15.2406
Si  9.5257  2.2819  20.3414
Si  10.491  3.6367  9.0654
Si  0.0119  2.326  11.5564
Si  11.0455  8.1319  15.3355
Si  5.1798  6.9188  13.9822
Si  5.7574  2.5991  11.1109
Si  8.5911  7.6966  19.4061
Si  8.1018  4.8718  20.6489
Si  5.9618  9.5907  15.2033
Si  2.1174  7.6254  20.3536
Si  1.9226  4.909  18.7827
Si  4.4932  3.4156  18.0343
Si  8.5545  8.9437  16.827
Si  0.8165  9.4788  13.232
Si  9.9023  10.6536  11.6808
Si  5.3506  3.7088  21.0273
Si  0.6342  5.5245  16.2108
Si  10.7548  9.1471  9.1212
Si  6.5815  8.9077  21.2883
Si  7.1313  7.0916  11.471
Si  2.6558  0.7548  12.1679
Si  10.9003  8.6712  21.0647
Si  5.9916  4.2844  15.6191
Si  7.1039  0.4909  12.9587
Si  4.0672  2.9554  8.5966
Si  0.8842  6.7221  11.8774
Si  6.5391  9.0322  9.0813
Si  0.6391  3.3205  21.1462
Si  9.8117  6.5095  12.8622
Si  7.7067  4.5214  9.7405
Si  3.9898  10.0654  20.2276
Si  4.2665  3.0179  13.5058
Si  3.8274  10.0283  9.7193
Si  8.0756  0.7924  18.0142
O  11.4519  3.2379  12.8739
O  9.319  4.4371  9.8609
O  8.7959  3.6461  19.8873
O  4.0885  -0.1128  18.806
O  11.3703  4.558  15.2615
O  9.8393  9.8181  10.2815
O  3.7377  1.5409  13.0925
O  0.6327  9.0819  14.7901
O  6.4965  0.9119  18.365
O  4.7902  3.1721  19.6148
O  6.2543  1.1757  11.7449
O  0.4888  8.6028  9.8461
O  5.6045  4.2744  17.2017
O  8.4781  7.1988  12.3334
O  4.4234  2.6359  10.1523
O  2.1137  5.6104  15.5374
O  3.3506  0.1181  10.8573
O  5.9372  7.1638  12.5632
O  2.2987  6.3658  19.3673
O  0.6988  4.9763  17.7261
O  8.42  10.7048  12.3357
O  5.4374  10.0304  9.7082
O  0.6071  8.1797  20.2547
O  9.752  2.6686  14.7176
O  1.9807  10.5776  13.1184
O  9.9688  9.0549  16.0768
O  6.2021  10.3648  13.7931
O  7.5079  1.6023  14.0589
O  1.5789  3.9772  20.037
O  5.8348  5.7363  14.9062
O  7.3702  8.9879  15.7397
O  1.4895  1.7079  11.6142
O  7.1607  8.2717  10.3614
O  4.3486  1.9587  17.3277
O  7.0175  3.1674  10.2779
O  11.6122  7.0088  16.3368
O  8.4091  10.179  17.8261
O  3.1905  8.5918  10.0986
O  7.5293  3.8151  15.4904
O  3.1384  4.2669  17.9517
O  2.9539  3.927  13.6373
O  1.3016  8.1866  12.4096
O  1.2441  5.6849  13.0455
O  5.0672  8.291  14.8424
O  11.1348  2.4393  20.357
O  10.9764  9.9708  12.6784
O  5.3126  3.5337  12.3669
O  5.061  3.1507  14.9054
O  6.4833  4.7981  20.5959
O  8.3493  1.5744  16.6259
O  10.4214  1.2308  11.4477
O  10.8934  6.5628  11.6505
O  3.2367  8.6856  19.8922
O  1.7112  6.4586  10.5037
O  7.1969  8.2781  19.9551
O  8.5317  7.6293  17.7858
O  3.6798  6.4759  13.5998
O  9.5707  4.9881  13.3646
O  5.4963  9.9664  20.7878
O  10.3494  7.3839  14.094
O  8.7262  6.2023  19.9996
O  7.0984  5.7077  10.6416
O  5.2862  10.5403  16.3611
O  9.0328  1.2242  19.2369
O  11.542  3.1569  10.1783
O  9.7645  8.6951  19.9155

Results
free energy: -145355.540 eV
free energy less fixed offsets of O -570.45, Si -639.56 eV per atom: 0.280 eV

Forces (eV/angstrom), in the order of the atoms: element, x, y, z
Si  0.0018  -0.0295  0.003
Si  0.0252  0.0389  -0.0239
Si  -0.0184  0.0021  -0.043
Si  -0.0136  -0.0169  -0.046
Si  -0.0335  -0.0189  0.0218
Si  0.0033  -0.0335  -0.0181
Si  -0.0158  0.0325  0.0072
Si  -0.0206  0.0138  -0.0032
Si  -0.0315  0.0158  -0.0099
Si  0.0032  -0.0289  -0.0427
Si  0.0355  0.0086  -0.0587
Si  0.0334  -0.0142  -0.0038
Si  0.0077  0.0125  -0.0004
Si  0.0151  -0.0183  -0.0121
Si  0.0059  -0.0041  0.0122
Si  0.0054  0.0117  -0.0203
Si  0.0072  0.0064  0.0117
Si  0.0005  0.0027  0.0049
Si  -0.0205  -0.0034  0.0079
Si  -0.0153  0  -0.0092
Si  -0.0177  -0.0058  -0.01
Si  0.0127  0.0187  -0.0187
Si  0.0081  0.0062  0.0276
Si  0.0157  -0.008  -0.0042
Si  -0.0115  -0.0059  0.0036
Si  -0.0056  -0.0048  0.0014
Si  -0.0041  0.001  0.0007
Si  0.006  -0.0047  0.0102
Si  -0.0062  0.0086  0.0048
Si  0.0066  -0.0016  0.0005
Si  0.0077  0.0017  -0.0019
Si  -0.0061  0.0079  -0.0089
Si  0.0049  0.0032  -0.005
Si  0.004  0.0003  0.004
Si  -0.0036  -0.0026  0.0044
Si  -0.006  -0.0015  0.0034
Si  0.1156  -0.0374  0.0908
Si  -0.054  -0.0695  -0.1609
Si  0.0629  -0.0169  -0.1924
Si  0.0244  0.0203  0.0251
Si  -0.0739  -0.0677  0.0151
Si  -0.0439  -0.0401  0.1026
Si  0.0198  -0.0537  -0.1583
Si  -0.0917  -0.036  0.1364
Si  -0.0234  0.0341  0.2106
Si  0.0151  -0.0577  -0.1472
Si  0.0702  -0.085  -0.3671
Si  0.0359  -0.1055  0.1739
Si  0.0128  0.0666  -0.0043
Si  -0.0111  0.1453  -0.04
Si  -0.0231  0.0278  0.0378
Si  -0.0253  -0.0178  0.0042
Si  0.0171  0.0008  -0.0459
Si  -0.0146  -0.0856  0.0127
Si  0.0121  -0.0007  0.0155
Si  0.0169  0.0752  -0.0027
Si  -0.0045  0.0208  0.0528
Si  -0.0012  -0.0532  -0.0407
Si  0.0052  -0.0114  -0.0018
Si  0.0203  -0.061  0.0434
Si  0.013  0.0556  0.0934
Si  -0.0333  0.0266  -0.1781
Si  0.0084  0.034  0.0463
Si  -0.1178  0.0217  -0.0705
Si  0.0176  0.0165  0.0609
Si  0.0668  0.0678  0.1382
Si  -0.0064  0.0189  -0.0516
Si  0.015  0.0734  -0.0525
Si  -0.0424  0.0899  0.1255
Si  -0.0272  0.0709  0.092
Si  -0.032  0.0135  0.0809
Si  0.0487  -0.0213  0.0473
Si  -0.001  -0.0037  -0.0038
Si  0.0021  0.0015  0.0021
Si  -0.0076  -0.0029  -0.0009
Si  -0.0066  -0.0011  0.0036
Si  -0.0038  0.003  -0.0062
Si  0.0038  0.0034  0.0052
Si  -0.0031  -0.0056  -0.0059
Si  -0.0108  -0.0018  -0.0041
Si  0.0054  -0.0057  -0.0069
Si  0.0045  0.0024  -0.0011
Si  0.0012  0.002  0.0024
Si  -0.0038  0.0095  0.0018
Si  -0.0044  0.0069  -0.0063
Si  0.0152  0.0054  0.0103
Si  0.0007  -0.0091  0.0127
Si  0.0098  0.0011  0.0045
Si  0.0002  0.0164  0.0101
Si  -0.0102  0.0024  -0.0079
Si  -0.0018  0.0043  -0.0133
Si  0.0005  0.0057  -0.0029
Si  0.0097  -0.019  0.0093
Si  0.0072  0.0011  0.0133
Si  0.0023  0.0138  0.0242
Si  0.011  0.0003  -0.0032
Si  -0.0258  -0.001  0.0017
Si  0.0027  0.0186  -0.0033
Si  -0.025  0.0136  0.0085
Si  0.0352  -0.0393  0.0146
Si  -0.0258  -0.0273  0.0201
Si  0.0333  -0.0103  -0.0156
Si  -0.0287  -0.0022  0.0185
Si  0.0074  -0.0203  0.0123
Si  0.0203  -0.0065  0.017
Si  -0.0088  0.0012  0.0178
Si  -0.0139  -0.0204  0.0105
Si  -0.0038  0.0153  -0.0206
O  0.0363  0.0504  0.0376
O  -0.0261  -0.0306  0.013
O  0.0062  0.0055  0.0638
O  0.0229  -0.0335  0.1073
O  0.0012  -0.0077  0.0486
O  0.0022  -0.0315  -0.0131
O  0.0325  0.0703  0.0488
O  0.0299  0.025  -0.0003
O  -0.0351  -0.0326  0.021
O  -0.0344  0.0262  0.0214
O  0.0323  0.0387  0.0311
O  -0.0189  -0.0488  0.0444
O  -0.0031  -0.0201  0.0048
O  0.0204  -0.0215  -0.0395
O  0.0602  0.0604  -0.0392
O  0.0263  -0.0123  -0.0202
O  -0.0387  -0.0184  -0.0099
O  0.007  0.0461  -0.0449
O  -0.0315  0.0049  0.011
O  -0.0077  0.0582  -0.0445
O  -0.0165  0.0194  -0.0719
O  0.0355  -0.0722  -0.0463
O  -0.0371  -0.0066  -0.0884
O  0.0208  0.0259  -0.0617
Si  -0.0032  0.0148  -0.0073
Si  0.0119  0.0377  0.0185
Si  0.0168  -0.0094  -0.0045
Si  0.017  -0.0042  -0.0245
Si  -0.0097  0.0157  -0.0348
Si  0.0196  0.0122  0.0306
Si  -0.011  -0.0118  -0.0364
Si  0.0088  0.0089  -0.0062
Si  0.0108  -0.0142  0.0228
Si  -0.0084  -0.0061  0.0029
Si  -0.0045  0.0031  -0.0005
Si  -0.0184  0.0205  0.0186
Si  -0.0349  -0.0085  0.0692
Si  0.0247  -0.0017  -0.0035
Si  -0.0298  0.0205  0.059
Si  0.0325  -0.0491  -0.0038
Si  0.0044  -0.0037  -0.0064
Si  0.0307  0.0387  0.0341
Si  0.0131  -0.0224  -0.0425
Si  0.0146  -0.0096  -0.0112
Si  0.0233  -0.0105  0.0539
Si  0.0118  0.0289  0.0087
Si  0.0131  -0.0051  -0.0404
Si  -0.0113  -0.0273  0.0459
Si  0.0149  0.0153  -0.015
Si  -0.0294  -0.0011  -0.0301
Si  -0.0036  -0.012  0.0439
Si  -0.0117  -0.0286  0.0039
Si  -0.0205  -0.0098  0.0134
Si  0.0061  -0.0114  -0.0366
Si  0.0026  0.0084  -0.0104
Si  0.0055  0.0187  -0.0344
Si  -0.0134  0.0425  0.0457
Si  0.0111  -0.0049  -0.0221
Si  0.0209  0.011  -0.0435
Si  0.0315  -0.0052  0.0307
Si  -0.0176  0.0331  -0.0093
Si  0.0354  0.0241  -0.0564
Si  -0.016  -0.0953  0.0206
O  -0.0493  -0.0138  -0.0003
O  -0.0308  -0.0111  -0.02
O  0.0082  -0.0202  0.0447
O  0.0203  -0.0093  0.0464
O  -0.0075  -0.0079  -0.0326
O  0.0386  0.0249  0.0431
O  -0.0133  0.0414  -0.0164
O  -0.0584  -0.0331  -0.0295
O  0.0816  -0.0339  -0.0636
O  -0.0036  0.0252  -0.0448
O  0.0126  0.0354  0.0187
O  0.0233  -0.0377  -0.024
O  -0.0452  -0.0491  -0.0019
O  -0.023  -0.0399  -0.0156
O  0.0441  0.0068  0.011
O  -0.0476  -0.0127  -0.0637
O  -0.0052  -0.025  0.0159
O  0.0258  -0.0128  0.0124
O  -0.0237  -0.0184  0.0291
O  0.0811  0.0048  0.0155
O  0.0182  0.0186  -0.0048
O  -0.0509  -0.0202  -0.0124
O  0.0558  -0.0315  0.0169
O  -0.0514  0.0318  0.001
O  -0.0212  0.0194  -0.0428
O  -0.0496  -0.0453  0.0115
O  0.027  0.0259  0.0063
O  0.0427  0.0041  0.0267
O  -0.0038  0.0583  -0.0732
O  -0.0442  0.0557  -0.0413
O  -0.0073  0.0246  0.0325
O  -0.0019  -0.0378  0.0294
O  -0.003  -0.0536  0.0312
O  0.0484  0.0023  0.0387
O  -0.0364  0.0214  0.0268
O  -0.0033  -0.0026  -0.0686
O  -0.0311  0.0777  -0.0852
O  -0.0375  0.0299  -0.0392
O  0.0016  -0.053  -0.0175
O  -0.0417  0.0165  0.0793
O  0.088  -0.0019  0.0113
O  -0.0493  -0.0173  0.0093
O  0.0164  0.0593  -0.0191
O  0.0376  -0.0403  -0.0273
O  -0.0093  0.0131  0.0155
O  -0.0003  0.0115  -0.0161
O  -0.0198  -0.0669  -0.0053
O  -0.0213  0.0516  -0.0439
O  0.0214  -0.0319  -0.0045
O  -0.0173  -0.0226  0.0292
O  0.0292  -0.0225  0.0172
O  0.0257  0.0042  0.083
O  -0.0163  0.0218  0.0288
O  -0.0498  0.0762  0.0393
O  0.053  -0.0006  0.0208
O  -0.0017  0.064  0.0085
O  0.0251  -0.0339  0.0473
O  0.0516  0.0328  0.0091
O  -0.0297  -0.0484  -0.028
O  0.003  -0.0198  -0.016
O  -0.0308  0.063  -0.0229
O  0.019  0.0026  0.003
O  0.0084  -0.0055  0.0073
O  -0.0549  0.0137  -0.0446
O  -0.024  -0.032  0.0418
O  -0.0655  -0.0583  -0.0095

The program warned: the cutoff lies below the one the program advises for these potential files; the forces do not sum to zero within the program's tolerance; empty levels may hold ghost states of the PAW files; the exchange-correlation potential is rough where the density is thin.
